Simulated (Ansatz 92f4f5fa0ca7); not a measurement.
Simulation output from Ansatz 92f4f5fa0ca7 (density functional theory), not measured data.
Periodic cell of 224 atoms, Si128O64H32, with a vacuum gap, from a study of silicon, its oxide and their interface. The atomic structure is a simulated model.

Settings
functional: r2SCAN
potential files: Ansatz PAW
basis: plane waves
wave-function cutoff: 800 eV
density cutoff ratio: 5
exchange-correlation grid ratio: 1
k mesh: 1 x 1 x 1, shifted by 0.5 0.5 0 of a step
self-consistency stop: 1e-11 eV per atom in the density residual
occupations: fixed
spin: none
net charge: 0
applied field: sawtooth along c, amplitude -0.015 V/angstrom in the program's sign convention, ramp centred at 0.9878 of c and 0.0243 of c wide, no dipole correction

Cell vectors (angstrom)
a	10.888	0	0
b	0	10.888	0
c	0	0	41.0718

Atoms and the computed forces on them: element, x, y, z (angstrom), force x, y, z (eV/angstrom)
Si	0.2239	-0.0611	25.8982	0.0023	0.0004	-0.0025
Si	2.7471	2.6957	26.4242	0.0003	-0.0004	-0.001
Si	0.6661	5.0034	25.9173	0.0002	0.0028	-0.0244
Si	2.3656	8.4688	25.9101	0.0062	-0.0053	-0.018
Si	4.9011	0.5161	26.0842	0.0052	-0.0046	-0.0161
Si	7.8346	2.834	26.1396	0.0042	-0.0045	-0.0125
Si	5.6192	4.9802	26.1929	-0.0072	0.0032	-0.0155
Si	8.5947	8.3636	25.4421	-0.0048	-0.0035	-0.0392
Si	1.3021	1.286	27.4905	0.0039	0.0038	0.0004
Si	4.1244	4.0236	27.6695	-0.0009	-0.0036	-0.0058
Si	1.416	6.7814	27.3038	0.0015	0.0016	0.0051
Si	3.9531	9.5963	27.2763	0.0006	-0.0005	-0.0011
Si	6.6174	1.4019	27.4788	0.0017	0.0017	0.0008
Si	9.6071	4.0718	27.1414	-0.0036	-0.0037	-0.0043
Si	6.7687	6.6227	27.3585	0.001	-0.0016	-0.0112
Si	9.587	9.5759	27.1905	0.0003	0.002	0.0098
Si	-0.0796	2.7259	28.6897	0.002	-0.0041	-0.0128
Si	2.677	-0.0578	28.8136	0.0018	0.0031	-0.0082
Si	-0.0362	8.1224	28.6214	-0.003	-0.0038	-0.0088
Si	2.7583	5.5325	28.7899	0.0078	-0.003	-0.0135
Si	5.4339	2.6796	28.9976	-0.0002	0.0031	-0.0117
Si	8.1194	-0.0324	28.5976	-0.0027	0.0015	-0.0162
Si	5.4143	8.1751	28.5761	-0.0012	-0.0018	-0.0169
Si	8.2564	5.3853	28.6801	-0.001	0.0006	-0.0169
Si	1.337	4.0957	30.0375	0	-0.0052	0.0091
Si	4.0232	1.3	30.202	0.0017	0.0008	0.0003
Si	1.3058	9.4503	30.0753	0.0085	0.0006	0.0107
Si	4.1294	6.8679	30.0925	-0.0056	-0.0014	0.0006
Si	6.8827	4.0883	30.1369	-0.003	-0.0023	0.006
Si	9.4641	1.3363	30.0241	0.0003	0.0069	0.0013
Si	6.7848	9.4977	29.9894	-0.0039	0.0018	0.0056
Si	9.527	6.7965	30.0475	0.0001	-0.0037	0.0074
Si	-0.0375	-0.0165	31.3908	-0.006	0.0167	0.0306
Si	2.6732	2.7377	31.4529	0.009	0.0009	0.0126
Si	0.0005	5.4462	31.4217	-0.0014	-0.0041	0.0193
Si	2.7183	8.1663	31.45	0.01	-0.0052	0.0156
Si	5.4554	-0.0529	31.4446	-0.0026	0.0006	0.0152
Si	8.1829	2.6892	31.4685	0.0041	0.0011	0.0193
Si	5.4837	5.476	31.4322	0.0014	-0.0087	0.0162
Si	8.1477	8.1582	31.3881	-0.0002	0.003	0.028
Si	1.3194	1.3504	32.7762	0.0112	-0.0019	0.1757
Si	4.0905	4.098	32.7683	-0.0099	-0.0129	0.1665
Si	1.3676	6.7914	32.7872	-0.011	-0.0021	0.1756
Si	4.0761	9.5201	32.8097	-0.0071	0.0037	0.1815
Si	6.7985	1.3371	32.7951	0.0027	0.006	0.1735
Si	9.5419	4.077	32.7947	-0.0026	0.0012	0.1725
Si	6.8197	6.8232	32.7989	-0.0054	-0.0047	0.183
Si	9.5056	9.5222	32.7676	-0.0077	-0.0224	0.1777
Si	-0.0014	2.7141	34.1519	-0.0396	0.0433	0.3658
Si	2.7094	0.015	34.1398	0.0189	-0.0473	0.2406
Si	-0.0005	8.1626	34.1288	-0.0466	0.013	0.1825
Si	2.7373	5.4545	34.1391	-0.0063	-0.0654	0.3263
Si	5.4415	2.7196	34.1307	-0.0419	-0.01	0.2334
Si	8.1699	-0.0001	34.1493	-0.0586	-0.0777	0.301
Si	5.4536	8.1764	34.1507	-0.0682	-0.0592	0.3831
Si	8.1709	5.4442	34.1444	0.0341	-0.0138	0.2659
Si	1.3726	4.085	6.9082	-0.0647	0.0598	-0.4036
Si	4.0739	1.3766	6.9299	0.0698	-0.0177	-0.2545
Si	1.3603	9.5255	6.9297	0.037	0.0199	-0.2204
Si	4.1017	6.8176	6.925	0.0583	0.0874	-0.3824
Si	6.8096	4.0737	6.9294	0.0149	0.0142	-0.2289
Si	9.5227	1.3673	6.9458	0.0518	0.014	-0.2668
Si	6.8069	9.5447	6.9381	0.0494	0.0353	-0.3419
Si	9.5278	6.8102	6.9339	-0.029	0.0016	-0.254
Si	-0.011	-0.0088	8.2916	-0.0039	0.002	-0.1768
Si	2.7295	2.7575	8.2793	-0.002	-0.0195	-0.1893
Si	0.0031	5.4256	8.2678	-0.008	-0.0059	-0.1834
Si	2.7626	8.1887	8.2861	0.003	0.0103	-0.1735
Si	5.456	0.0307	8.2895	0.0009	0.012	-0.1768
Si	8.1828	2.7412	8.3157	0.0053	0.0086	-0.1757
Si	5.4452	5.444	8.2707	0.031	0.0214	-0.1851
Si	8.1646	8.1844	8.2906	0.01	-0.0011	-0.173
Si	1.3607	1.3876	9.5936	-0.0091	-0.0032	-0.0151
Si	4.0773	4.1243	9.6496	-0.0023	0.0057	-0.0288
Si	1.3884	6.7865	9.5699	-0.0017	0.0068	-0.0137
Si	4.138	9.5467	9.6674	-0.0025	-0.0081	-0.0208
Si	6.7985	1.3995	9.6607	0.0045	-0.0106	-0.0159
Si	9.5542	4.0934	9.6942	0.0009	0.0029	-0.0271
Si	6.8152	6.7899	9.616	-0.0072	0.0057	-0.0127
Si	9.4991	9.5451	9.6817	0.0064	-0.0084	-0.0194
Si	0.0094	2.6593	11.0303	0.0069	-0.0003	-0.0078
Si	2.7529	0.0864	10.9375	-0.001	0.0039	-0.0101
Si	0.0508	8.1292	10.9112	0.0047	-0.0029	-0.0059
Si	2.6859	5.4621	11.0058	-0.0048	0.0059	-0.0075
Si	5.4703	2.8112	10.9994	0.0014	-0.005	-0.0069
Si	8.1089	0.0335	11.0624	0.002	0.0025	-0.0043
Si	5.4892	8.1217	11.0078	0.0015	-0.0039	-0.0076
Si	8.2019	5.5196	11.0204	-0.0018	0.005	-0.0086
Si	1.3221	4.068	12.3697	0.0024	-0.0033	0.016
Si	4.0254	1.5096	12.32	-0.0108	0.0054	0.0001
Si	1.3505	9.5954	12.174	-0.001	-0.0074	0.0171
Si	4.0201	6.8604	12.3569	0.0015	-0.0001	0.013
Si	6.8623	4.1674	12.3885	-0.0043	0.0021	0.0137
Si	9.5125	1.342	12.4557	-0.0043	-0.0014	0.0154
Si	6.9229	9.3792	12.4197	0.0028	0.0051	0.0143
Si	9.6119	6.8601	12.3899	0.0055	-0.0002	0.0162
Si	-0.3118	-0.4503	13.5805	-0.0003	0.0044	-0.0263
Si	2.9759	3.061	13.6994	-0.0004	0.0105	-0.0447
Si	-0.2541	5.1784	13.6584	-0.0017	0.0045	-0.0331
Si	2.7741	8.4525	13.5915	-0.0014	0.0024	-0.0344
Si	5.3807	-0.6935	13.9563	0.0006	-0.0009	-0.0428
Si	8.3859	2.9777	13.7392	0.0077	0.001	-0.0392
Si	5.2519	5.3418	13.6447	-0.0048	-0.0077	-0.0401
Si	8.8399	8.6875	13.6545	-0.005	-0.0063	-0.0317
Si	6.3205	0.0286	21.324	-0.0126	0.0065	-0.0608
Si	-1.1361	1.2853	24.2567	-0.0085	0.005	-0.0511
Si	22.007	32.3612	16.6256	-0.0069	-0.0021	-0.0636
Si	-26.473	-1.3674	24.0089	-0.0023	-0.0041	-0.0656
Si	-4.0193	-8.5696	16.4592	0.0022	-0.0088	-0.0622
Si	8.7218	19.8406	16.7608	-0.0019	-0.0015	-0.0595
Si	-11.2305	13.4538	20.012	0.0136	-0.0011	-0.0609
Si	-3.3006	28.3804	20.1267	-0.0024	0.0006	-0.0509
Si	-37.2617	43.1063	16.9592	0.0089	0.0003	-0.0648
Si	-4.2526	13.8745	21.5183	-0.0026	0.0003	-0.0499
Si	-13.7782	36.4052	18.8716	-0.0054	-0.0019	-0.0653
Si	-12.2377	14.6063	22.5791	-0.0067	-0.0002	-0.0625
Si	-1.5322	10.8695	21.4039	0.0063	-0.0055	-0.0628
Si	12.4593	6.6637	15.6804	-0.0032	-0.0048	-0.058
Si	-17.3443	16.6632	16.3623	-0.0046	-0.0096	-0.0631
Si	-39.7062	13.742	16.5162	-0.0032	0.0061	-0.057
Si	-0.5384	28.2466	23.5296	-0.0045	0.0022	-0.0673
Si	-16.8371	18.1208	19.0721	-0.0075	0.0052	-0.0635
Si	-33.193	7.9583	20.9044	0.0038	0.0006	-0.0703
Si	-10.5994	29.7173	18.0085	0.0049	-0.0026	-0.0707
Si	-6.7179	10.1486	19.1088	-0.0086	-0.0004	-0.0554
Si	5.251	27.4177	21.5187	0.0099	-0.0018	-0.0604
Si	-17.409	17.8668	24.1324	0.0122	-0.0056	-0.0594
Si	12.8891	1.3412	18.4959	0.0072	-0.0017	-0.0581
O	-16.2883	8.1153	24.3463	-0.0027	-0.0005	0.0151
O	-14.4322	25.3209	17.4045	0.0117	0.0126	0.0405
O	-5.8853	-10.1133	13.4152	0.01	-0.0079	0.0123
O	-4.8094	9.7681	22.4278	-0.0005	-0.0115	0.0358
O	8.8856	18.3045	20.5621	0.0073	0.0034	0.0213
O	-3.1765	9.394	24.5431	0.0143	-0.0054	0.0223
O	1.7665	36.4592	25.6387	-0.0024	0.0018	0.0033
O	-1.3849	24.887	18.8836	0.0088	-0.0037	0.0243
O	4.1824	4.3438	17.0394	0.002	0.0001	0.017
O	-34.204	0.3709	22.9765	0.0103	0.0129	0.0586
O	-13.925	32.4912	20.826	0.0029	0.0016	0.0202
O	-14.7432	13.886	19.9443	-0.0082	-0.0063	0.0387
O	2.9744	29.4587	24.5898	-0.0151	0.0106	0.0294
O	11.347	5.7181	15.0168	0.0147	0.0112	0.0312
O	0.0657	18.0664	22.1978	0.0015	-0.0142	0.0467
O	8.0089	14.1365	22.3368	0.0144	0.0021	0.0245
O	-6.3196	16.8859	20.0752	0.0049	-0.0113	0.0379
O	4.357	-4.4635	22.6145	-0.0102	0.0127	0.0421
O	-9.5984	-1.2629	25.3793	0.002	-0.0012	0.0127
O	-23.1484	10.3793	16.7845	-0.0002	-0.0015	0.0208
O	-6.8913	31.1375	14.2086	0.0069	0.0041	0.0145
O	11.4552	-5.1411	24.4582	0.0095	-0.0127	0.0414
O	-12.3821	5.2487	23.0671	0.0071	0.0088	0.0284
O	-2.3004	30.144	15.2551	-0.0025	0.0023	0.0499
O	-9.9917	9.3122	17.3869	0.0017	-0.0076	0.0229
O	-0.8176	1.1253	20.5422	-0.0087	-0.0126	0.0263
O	7.7403	2.3509	15.0987	-0.0141	-0.0052	0.042
O	8.0337	-16.4601	19.2475	-0.0006	0.0077	0.0239
O	0.8812	22.7275	17.3852	0.0116	0.0107	0.0316
O	6.7319	25.7045	25.538	0.0006	-0.0007	0.0169
O	-16.478	13.1993	16.0584	-0.0003	0.0028	0.0177
O	11.342	10.7334	15.0289	0.0081	0.0034	0.0499
O	-17.5921	15.0256	13.8476	-0.003	0.0003	0.0214
O	-6.8576	-13.2277	19.3787	0.003	-0.0024	0.0188
O	-17.0486	6.8407	17.5215	0.0073	0.012	0.0471
O	-5.4051	10.7893	24.6979	-0.008	0.0133	0.0329
O	-12.1868	18.4782	24.4133	-0.0073	0.0149	0.0327
O	-27.4277	32.5208	20.1574	0.0215	0.0067	0.0359
O	2.7389	21.8231	19.1931	0.0042	-0.0053	0.017
O	-14.7223	11.8317	17.2971	0.0006	-0.0008	0.0213
O	6.1174	12.4039	21.9291	0.0019	-0.0011	0.0236
O	5.5834	-15.9582	15.2009	-0.0036	0.0046	0.0346
O	1.1863	13.2275	19.4999	-0.0168	0.0089	0.0302
O	7.6492	7.2547	26.1236	-0.0022	-0.003	0.0232
O	-4.3635	29.2938	19.3093	0.0098	-0.0056	0.0224
O	-31.5313	17.6963	17.2309	-0.0104	0.0091	0.0354
O	10.2702	13.6262	23.6698	0.0074	-0.018	0.033
O	-0.6685	20.4149	21.2289	-0.0032	0.0084	0.0207
O	-15.6531	10.3546	15.3663	0.0058	0.0041	0.0452
O	-21.3387	29.5486	19.6084	-0.0089	-0.0013	0.0478
O	-23.0787	-13.8796	17.6407	0.0086	-0.0061	0.0291
O	-29.8879	2.6634	15.2903	0.009	-0.0049	0.0383
O	-22.217	68.9669	21.2319	-0.0084	0.0102	0.0392
O	12.6132	29.7985	14.7984	-0.0055	-0.0128	0.0264
O	-1.3806	14.9889	14.1704	-0.0029	-0.0032	0.0126
O	-2.4971	34.3857	25.0546	-0.0054	0.0072	0.0314
O	3.0464	6.0603	15.5925	0.0081	0.0007	0.0259
O	-3.6206	20.116	17.3883	-0.0049	-0.0006	0.0221
O	-14.9831	6.1737	21.4809	-0.0074	-0.0047	0.0305
O	4.7318	5.6836	25.0201	0.0075	-0.0115	0.0242
O	4.835	10.3329	17.6398	-0.0151	-0.0025	0.0372
O	-18.5547	13.0034	17.7949	-0.0114	-0.0106	0.0305
O	-28.8632	12.5619	25.6198	0.0004	0.0002	0.0115
O	-27.2384	4.047	21.7975	-0.0019	0.0001	0.0162
H	0.8214	3.535	35.0844	-0.2181	-0.3199	-0.2647
H	-0.8284	1.8975	35.0844	0.2856	0.3484	-0.2446
H	1.8962	-0.8153	35.0722	0.2885	0.3002	-0.253
H	3.5321	0.8359	35.0722	-0.3488	-0.2579	-0.2668
H	-0.8245	7.343	35.0612	0.3052	0.3088	-0.263
H	0.8206	8.985	35.0612	-0.3051	-0.2731	-0.2764
H	1.917	4.6312	35.0716	0.3009	0.2451	-0.2617
H	3.5595	6.2759	35.0716	-0.3129	-0.2917	-0.2722
H	6.2675	3.5371	35.0632	-0.2822	-0.2924	-0.2761
H	4.6122	1.9053	35.0632	0.2886	0.3265	-0.2598
H	8.9872	0.8261	35.0818	-0.2742	-0.3242	-0.2853
H	7.3421	-0.8158	35.0818	0.337	0.2959	-0.2429
H	6.2708	9.0027	35.0832	-0.325	-0.2881	-0.2673
H	4.6339	7.3525	35.0832	0.3506	0.2672	-0.2337
H	7.3519	4.6196	35.0768	0.2731	0.3078	-0.2625
H	8.9899	6.2688	35.0768	-0.2829	-0.3326	-0.2483
H	2.193	4.9082	5.9758	-0.3171	-0.2566	0.2623
H	0.5499	3.2641	5.9758	0.3383	0.2496	0.2537
H	3.2512	0.5556	5.9974	0.2817	0.2895	0.2873
H	4.9031	2.1909	5.9974	-0.3147	-0.3005	0.254
H	0.5392	8.7031	5.9972	0.3402	0.2607	0.2832
H	2.1735	10.3558	5.9972	-0.3134	-0.269	0.2719
H	4.9214	7.6415	5.9926	-0.2985	-0.3413	0.2354
H	3.2796	5.9962	5.9926	0.253	0.3009	0.2857
H	7.6286	4.8983	5.9969	-0.2869	-0.2887	0.2691
H	5.9836	3.2561	5.9969	0.3456	0.2561	0.2746
H	8.7053	0.5411	6.0134	0.2704	0.3438	0.2764
H	10.3497	2.1839	6.0134	-0.2896	-0.2862	0.2844
H	7.6347	10.3605	6.0056	-0.3078	-0.3179	0.2503
H	5.9896	8.7184	6.0056	0.2714	0.3326	0.2846
H	10.3518	7.6298	6.0015	-0.2933	-0.3186	0.2691
H	8.7087	5.9857	6.0015	0.253	0.3261	0.2706

Results
free energy: -118876.431 eV
free energy less fixed offsets of H -15.71, O -570.45, Si -639.56 eV per atom: -1.231 eV

The program warned: the cutoff lies below the one the program advises for these potential files; the forces do not sum to zero within the program's tolerance; empty levels may hold ghost states of the PAW files; the exchange-correlation potential is rough where the density is thin.
